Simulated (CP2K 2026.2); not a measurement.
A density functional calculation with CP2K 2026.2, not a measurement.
Periodic cell of 441 atoms, Si320O121, from a study of silicon, its oxide and their interface. The atomic structure is a simulated model.
Doubt: the forces sum to 3.51 eV/angstrom along one axis rather than to zero, so they err by at least 0.0080 eV/angstrom per atom on average; the grid cutoff is modest.

Settings: functional PBE; method Gaussian and plane waves; basis set DZVP-MOLOPT-SR-GTH; pseudopotentials GTH-PBE; grid cutoff 350 Ry, relative cutoff 50 Ry; k points Gamma only; occupations fixed; spin none; net charge 0.

Cell vectors (angstrom)
a	15.3866	0	0
b	0	15.3867	0
c	-0.7382	1.659	33.9002

Atoms and the computed forces on them: element, x, y, z (angstrom), force x, y, z (eV/angstrom)
Si	14.598	15.513	29.069	0.04	-0.206	0.786
Si	14.732	3.273	29.193	-0.058	0.155	0.807
Si	14.68	7.78	29.052	0.015	-0.243	0.742
Si	14.693	13.158	27.029	0.018	-0.024	0.037
Si	3.179	15.648	29.11	-0.092	-0.316	0.783
Si	3.2	3.404	29.339	-0.024	0.154	0.796
Si	3.098	7.885	29.106	-0.038	-0.249	0.781
Si	2.818	10.979	29.226	0.052	0.071	0.629
Si	6.904	14.911	29.214	0.054	0.094	0.793
Si	7.059	4.126	29.23	0.06	-0.185	0.864
Si	7.572	7.232	28.924	0.466	0.071	0.376
Si	7.194	11.803	28.452	-0.004	0.153	0.114
Si	10.688	15.385	28.895	0.108	-0.192	0.795
Si	10.88	4.461	29.338	-0.003	0.204	0.612
Si	10.885	6.86	29.191	-0.019	-0.033	-0.021
Si	14.462	10.881	29.284	-0.243	0.021	0.757
Si	1.196	15.175	30.341	-0.008	-0.004	-0.072
Si	1.223	3.578	30.569	-0.005	-0.024	-0.032
Si	1.188	7.471	30.424	0.042	0.014	-0.043
Si	0.987	11.211	30.627	-0.045	0.023	0.028
Si	5.008	15.184	30.527	0.016	0.023	-0.012
Si	5.155	3.716	30.554	0.002	0.011	-0.012
Si	5.023	7.69	30.405	-0.361	-0.209	0.356
Si	4.833	11.31	30.437	-0.429	0.158	0.435
Si	8.894	15.29	30.419	-0.043	0.004	-0.074
Si	8.969	3.775	30.55	0.016	-0.031	-0.068
Si	9.113	7.435	30.617	0.017	-0.051	-0.03
Si	9.44	11.343	30.473	-0.232	0.035	0.814
Si	12.64	15.117	30.314	0.003	0.034	-0.054
Si	12.785	3.67	30.475	-0.015	-0.041	-0.012
Si	12.804	7.426	30.416	-0.044	0.024	0.016
Si	12.547	11.23	30.612	0.591	-0.006	0.193
Si	1.225	1.631	31.861	-0.006	0.003	0.055
Si	1.215	5.564	31.819	0.012	-0.011	0.026
Si	1.191	9.304	31.931	0.023	-0.025	0.086
Si	1.197	13.26	31.762	-0.006	0.014	0.025
Si	5.133	1.746	31.862	0.006	-0.013	0.035
Si	5.102	5.704	31.791	-0.025	0.026	-0.015
Si	5.048	9.476	31.902	-0.043	0.011	-0.023
Si	5.011	13.233	31.809	0.018	-0.009	-0.024
Si	8.921	1.786	31.821	-0.011	0.007	0.029
Si	8.932	5.59	32.015	0	0.012	0.023
Si	9	9.434	31.822	-0.011	0.088	-0.019
Si	9.005	13.311	31.75	-0.026	-0.034	-0.017
Si	12.681	1.669	31.747	0	-0.017	0.021
Si	12.855	5.561	31.869	-0.003	-0.003	0.006
Si	12.727	9.294	31.905	0.043	0.004	-0.019
Si	12.769	13.256	31.793	0.021	-0.011	-0.008
Si	14.634	1.673	33.144	0.006	-0.005	-0.032
Si	-0.656	5.57	33.248	0.022	0.008	0.006
Si	14.658	9.34	33.258	0.01	0.02	-0.002
Si	-0.697	13.28	33.158	-0.026	-0.048	0.022
Si	3.172	1.707	33.19	-0.01	-0.011	-0.029
Si	3.165	5.611	33.157	0.01	-0.003	-0.021
Si	3.131	9.389	33.255	-0.041	0.011	0.011
Si	3.104	13.237	33.172	0.003	-0.017	0.023
Si	7.027	1.737	33.221	0.021	0.023	0.009
Si	6.962	5.621	33.256	0.02	-0.019	-0.008
Si	7.036	9.448	33.165	0.022	0.008	0.015
Si	7.022	13.247	33.093	0.006	0.019	-0.001
Si	10.833	1.712	33.194	-0.011	0.026	-0.001
Si	10.915	5.56	33.253	-0.043	-0.018	-0.003
Si	10.836	9.361	33.281	-0.005	0.009	0.039
Si	10.868	13.287	33.195	-0.01	-0.009	0.016
Si	0.069	13.516	11.608	0.005	0.017	-0.012
Si	0.08	1.953	11.582	-0.007	-0.003	-0.001
Si	0.074	5.826	11.572	-0.012	-0.016	0.008
Si	0.094	9.678	11.552	-0.01	-0.014	0.011
Si	3.846	13.511	11.671	-0.002	-0.002	0.01
Si	3.833	1.977	11.627	-0.006	0.007	0.004
Si	3.846	5.838	11.59	-0.02	0.006	0.008
Si	3.833	9.707	11.621	-0.002	0.016	-0.001
Si	7.699	13.536	11.557	-0.005	-0.01	-0.013
Si	7.727	1.971	11.558	0.005	0.004	-0.009
Si	7.751	5.804	11.477	0.005	0.002	-0.021
Si	7.749	9.682	11.528	-0.001	0.001	-0.006
Si	11.573	13.512	11.525	0.014	0.007	-0.017
Si	11.59	1.938	11.485	0.004	-0.011	-0.013
Si	11.618	5.824	11.461	0	-0.006	-0.012
Si	11.58	9.689	11.505	0.002	-0.013	-0.012
Si	1.925	13.538	13.097	0.015	0.02	0.002
Si	1.93	1.943	13.074	-0.01	0.003	0.005
Si	1.945	5.824	13.025	0.023	-0.006	-0.001
Si	1.922	9.708	13.059	0.009	0.017	0.018
Si	5.81	13.515	12.985	-0.003	0.013	0.025
Si	5.79	2.01	12.918	0.024	-0.011	-0.003
Si	5.839	5.847	12.83	0.017	-0.015	0
Si	5.82	9.738	12.873	-0.01	0.008	-0.016
Si	9.641	13.538	12.868	-0.008	0.004	-0.008
Si	9.696	1.923	12.865	0.01	-0.004	-0.018
Si	9.7	5.771	12.782	0.005	-0.032	-0.005
Si	9.677	9.672	12.888	-0.01	-0.018	0.061
Si	13.491	13.484	12.89	0.008	0.007	-0.012
Si	13.5	1.923	12.846	-0.01	0	-0.064
Si	13.502	5.844	12.864	0.005	0.004	0.003
Si	13.525	9.663	12.82	-0.014	0.011	-0.031
Si	1.892	15.436	14.554	0.013	-0.017	0.033
Si	1.93	3.89	14.421	0.037	0.025	-0.015
Si	1.938	7.758	14.409	0.03	-0.012	-0.042
Si	1.882	11.63	14.507	0.018	-0.033	0.005
Si	5.75	15.486	14.291	-0.009	-0.007	-0.042
Si	5.844	3.977	14.227	-0.022	-0.017	-0.033
Si	5.878	7.789	14.133	-0.031	0.012	-0.042
Si	5.859	11.57	14.357	-0.01	0.021	-0.031
Si	9.661	15.421	14.273	-0.037	-0.013	-0.016
Si	9.778	3.863	14.152	-0.042	-0.003	-0.027
Si	9.721	7.658	14.135	0.007	0.023	-0.013
Si	9.622	11.64	14.221	0.029	0.004	-0.012
Si	13.487	15.403	14.228	0.009	0.019	0.011
Si	13.493	3.867	14.128	-0.037	-0.029	-0.008
Si	13.504	7.795	14.208	-0.011	-0.048	0.015
Si	13.506	11.533	14.207	-0.011	0.048	0.002
Si	-0.17	15.397	15.845	0.08	0.048	0.07
Si	-0.123	3.871	15.648	0.08	0.016	0.066
Si	-0.078	7.75	15.72	0.023	-0.101	0.025
Si	-0.17	11.615	15.827	0.038	-0.01	0.039
Si	3.922	15.486	15.838	0.01	0.005	0.039
Si	3.959	3.948	15.672	0.012	-0.068	0.032
Si	4.037	7.763	15.539	0.003	0.043	0.036
Si	3.93	11.625	15.734	0.009	0.028	0.044
Si	7.711	15.484	15.576	-0.007	-0.022	0.017
Si	7.871	3.937	15.433	-0.046	0.017	0.03
Si	7.804	7.822	15.447	0.053	0.077	0.082
Si	7.818	11.589	15.75	-0.022	-0.016	0.04
Si	11.592	15.372	15.618	-0.033	-0.01	0.062
Si	11.652	3.859	15.577	-0.03	-0.018	0.04
Si	11.589	7.693	15.563	0.019	-0.007	-0.061
Si	11.566	11.52	15.5	0.003	0.002	-0.019
Si	14.473	13.501	17.157	-0.056	0.01	-0.042
Si	14.533	2.016	16.933	-0.085	-0.166	-0.705
Si	14.607	5.782	16.884	-0.252	0.08	-0.638
Si	14.995	9.64	17.123	0.053	0.041	-0.035
Si	4.33	13.521	17.1	-0.163	-0.002	-0.725
Si	4.411	2.094	17.062	-0.366	-0.074	-0.777
Si	3.843	5.911	16.95	0.651	-0.056	-0.157
Si	4.087	9.626	16.944	0.129	0.111	-0.747
Si	7.477	13.612	16.96	0.08	-0.12	-0.713
Si	7.554	2.082	16.814	0.173	-0.014	-0.736
Si	7.965	5.887	16.706	-0.072	0.018	-0.779
Si	8.527	9.59	16.873	0.255	0.144	-0.607
Si	12.029	13.385	16.851	0.354	0.084	-0.518
Si	12.134	1.913	16.851	0.175	0.022	-0.645
Si	12.165	5.775	16.865	-0.017	0.025	0.028
Si	11.048	9.631	16.82	-0.048	-0.001	-0.019
Si	2.454	12.763	19.562	0.049	-0.013	-0.059
Si	14.913	13.808	19.52	-0.151	-0.206	-0.68
Si	3.272	8.199	22.918	0.083	0.011	-0.125
Si	2.985	5.583	27.036	-0.038	0.069	0.06
Si	2.596	2.668	19.564	0.093	0.007	-0.029
Si	9.059	5.199	24.974	0.013	-0.004	0.078
Si	1.436	5.471	18.768	-0.033	0.02	0
Si	6.386	9.02	18.955	0.03	-0.052	-0.127
Si	14.228	4.653	24.089	0.02	-0.138	0.055
Si	10.457	5.752	18.496	0.638	-0.104	-0.409
Si	10.54	9.847	25.2	-0.006	0.032	0.002
Si	12.884	9.561	18.339	-0.102	-0.04	-0.684
Si	9.887	13.768	19.063	-0.009	0.036	-0.142
Si	3.436	13.072	22.489	0.023	-0.006	-0.031
Si	1.148	7.635	20.766	0.09	-0.134	-0.074
Si	1.475	9.85	18.561	-0.528	0.037	-0.375
Si	6.327	11.971	23.032	0.01	-0.039	-0.034
Si	5.539	5.968	18.573	-0.552	0.054	-0.352
Si	4.057	3.114	22.317	0.014	0.039	-0.026
Si	13.327	11.458	20.788	-0.04	0.016	0.076
Si	6.412	4.291	20.895	-0.092	0.031	-0.005
Si	7.061	6.402	23.063	-0.152	-0.029	-0.028
Si	2.103	10.696	24.05	0.009	0.082	-0.072
Si	9.421	14.281	26.192	-0.004	0.111	0.117
Si	8.079	11.603	25.62	-0.002	0.034	0.012
Si	11.675	7.737	20.465	0.077	0.045	-0.045
Si	5.985	9.065	21.961	-0.01	-0.046	-0.061
Si	8.935	3.088	19.391	-0.086	0.06	-0.063
Si	2.657	16.005	23.516	-0.051	0.008	-0.02
Si	11.052	1.253	19.806	0.098	0.011	-0.135
Si	4.258	5.605	24.228	0.061	-0.041	-0.095
Si	9.869	7.379	27.063	0.111	-0.006	0.661
Si	0.013	1.449	19.838	-0.031	-0.045	-0.079
Si	13.971	7.198	22.278	0.006	0.049	0.06
Si	2.215	12.346	26.463	-0.035	0.004	0.088
Si	10.831	10.212	22.138	0.124	0.005	0.031
Si	3.712	14.808	26.08	0.082	0.164	0.17
Si	11.427	3.246	24.341	-0.023	0.002	0.151
Si	14.534	10.06	23.164	-0.098	0.076	-0.037
Si	8.952	12.48	21.766	0.06	0.041	-0.041
Si	-0.168	2.024	22.795	0.027	0.03	-0.017
Si	-0.144	5.497	26.958	0.022	0.046	0.19
Si	12.662	11.846	25.049	0.07	0.001	0.115
Si	7.679	2.959	26.448	0.144	0.11	-0.001
Si	10.664	2.515	27.105	-0.011	0.062	0.091
Si	6.639	15.764	26.347	-0.075	-0.06	0.052
Si	12.334	16.438	22.494	0.04	0.119	0.054
Si	10.875	14.003	23.672	-0.049	0.06	0.089
Si	0.016	13.516	0.65	0.029	0.02	0.003
Si	0.043	1.942	0.631	-0.021	-0.007	0.005
Si	0.038	5.799	0.74	0.003	0.014	0.014
Si	0.031	9.676	0.625	0.012	0.01	0.009
Si	3.894	13.507	0.64	0.009	0.007	0.003
Si	3.895	2	0.615	0.003	0.002	0.003
Si	3.889	5.815	0.697	-0.002	0.009	-0.011
Si	3.86	9.678	0.663	-0.008	-0.013	0.016
Si	7.755	13.497	0.617	0.004	0.002	-0.027
Si	7.724	2.005	0.674	-0.004	0.004	0.015
Si	7.741	5.886	0.682	-0.002	-0.004	-0.005
Si	7.761	9.705	0.624	-0.007	-0.017	-0.001
Si	11.58	13.529	0.672	0.014	-0.007	-0.005
Si	11.608	1.964	0.676	-0.002	0.016	0.017
Si	11.587	5.798	0.74	0.011	0.006	0.001
Si	11.594	9.686	0.654	0.009	-0.014	0.006
Si	1.961	13.525	1.995	0.001	-0.009	-0.005
Si	1.973	1.971	1.991	0.004	0.01	-0.012
Si	1.974	5.822	2.062	-0.007	0.012	0.013
Si	1.942	9.677	2.018	0.002	-0.015	-0.001
Si	5.825	13.506	1.99	-0.012	-0.017	-0.006
Si	5.797	1.983	2.016	0.017	-0.001	-0.003
Si	5.819	5.844	2.04	-0.014	-0.003	0.001
Si	5.819	9.687	1.986	-0.011	0.003	0.003
Si	9.651	13.513	2.02	-0.005	-0.008	-0.003
Si	9.664	1.992	2.023	-0.019	0.005	0.002
Si	9.649	5.825	2.064	-0.003	-0.005	0.005
Si	9.666	9.688	2.016	-0.002	-0.006	0.016
Si	13.501	13.521	2.031	-0.003	-0.011	0.003
Si	13.528	1.964	2.031	-0.007	0.001	0
Si	13.506	5.813	2.088	0.007	-0.001	0.011
Si	13.512	9.684	2.017	-0.004	-0.001	-0.004
Si	1.976	15.441	3.364	0.007	-0.015	-0.004
Si	1.967	3.881	3.387	-0.011	0.018	-0.005
Si	1.966	7.761	3.394	-0.006	-0.006	0.008
Si	1.96	11.606	3.368	-0.003	-0.003	-0.006
Si	5.81	15.434	3.359	-0.021	0.004	-0.006
Si	5.814	3.904	3.384	-0.002	0.003	-0.002
Si	5.81	7.775	3.38	-0.019	-0.003	0.002
Si	5.815	11.596	3.366	-0.001	-0.004	-0.005
Si	9.649	15.445	3.378	0.009	0.003	-0.002
Si	9.651	3.897	3.414	0	0.005	0.006
Si	9.659	7.767	3.396	0.012	0	0.004
Si	9.656	11.599	3.393	0.019	-0.004	0.007
Si	13.516	15.437	3.394	0.017	-0.001	0.004
Si	13.513	3.877	3.414	-0.007	0.009	0.008
Si	13.512	7.765	3.398	0.016	-0.006	0.008
Si	13.506	11.598	3.387	0.011	0.005	0.01
Si	0.06	15.439	4.74	-0.008	-0.002	0.005
Si	0.055	3.89	4.762	-0.006	-0.001	0.006
Si	0.048	7.755	4.758	-0.002	0.013	0.001
Si	0.048	11.601	4.741	-0.005	0.008	0.001
Si	3.893	15.435	4.732	0.007	-0.01	-0.001
Si	3.891	3.897	4.746	0.01	-0.007	-0.008
Si	3.892	7.764	4.75	0.003	0.019	-0.002
Si	3.888	11.599	4.728	0.01	-0.001	0
Si	7.721	15.443	4.738	-0.005	0.001	-0.003
Si	7.721	3.896	4.764	-0.003	-0.022	0.006
Si	7.726	7.761	4.752	-0.01	0	-0.001
Si	7.724	11.597	4.745	-0.01	-0.005	-0.002
Si	11.581	15.439	4.738	0.009	0.002	-0.004
Si	11.585	3.893	4.764	0.002	-0.011	-0.002
Si	11.587	7.76	4.756	0.005	0.011	0.004
Si	11.585	11.597	4.749	0.003	-0.005	0.004
Si	0.055	13.52	6.103	0.01	0.002	-0.001
Si	0.06	1.964	6.115	0.001	-0.006	-0.005
Si	0.052	5.824	6.111	0	0.004	-0.003
Si	0.053	9.683	6.109	0.008	0	-0.002
Si	3.892	13.517	6.098	-0.014	0	-0.003
Si	3.888	1.97	6.102	0.005	-0.001	-0.005
Si	3.891	5.828	6.102	-0.013	-0.005	-0.009
Si	3.889	9.687	6.108	-0.009	-0.007	-0.001
Si	7.714	13.522	6.105	0.005	-0.004	0.001
Si	7.715	1.969	6.119	-0.001	0.005	0.006
Si	7.718	5.83	6.115	0.004	-0.002	-0.001
Si	7.718	9.681	6.117	0.007	0.005	0.004
Si	11.587	13.522	6.107	0.002	0.001	-0.001
Si	11.588	1.964	6.115	-0.012	0.005	0.001
Si	11.593	5.827	6.112	0.004	-0.004	0.001
Si	11.59	9.681	6.118	-0.001	0.007	0.007
Si	1.976	13.523	7.466	0.001	-0.01	-0.004
Si	1.978	1.967	7.483	0	0	-0.007
Si	1.976	5.825	7.472	-0.003	0.007	-0.003
Si	1.972	9.685	7.474	-0.006	0.008	-0.002
Si	5.795	13.52	7.486	-0.003	0.006	-0.001
Si	5.788	1.969	7.486	-0.012	-0.007	0.001
Si	5.795	5.827	7.492	-0.013	-0.007	-0.001
Si	5.795	9.684	7.491	-0.009	0.006	-0.001
Si	9.648	13.523	7.447	0.001	0.001	-0.004
Si	9.653	1.964	7.456	0.004	-0.011	0.004
Si	9.656	5.823	7.454	0	0.002	0
Si	9.652	9.684	7.457	0.001	-0.005	0.005
Si	13.521	13.516	7.462	0.012	0.011	0.002
Si	13.524	1.963	7.469	0.008	-0.005	0.001
Si	13.521	5.823	7.477	0.003	-0.003	0.008
Si	13.524	9.682	7.474	0.008	0.003	0.004
Si	1.982	15.43	8.85	-0.004	-0.006	0.004
Si	1.967	3.899	8.833	0.008	0.004	0
Si	1.979	7.755	8.825	0.001	0.002	-0.006
Si	1.973	11.61	8.833	-0.002	0.003	-0.003
Si	5.775	15.438	8.862	0.001	0.003	0.009
Si	5.778	3.891	8.85	0.004	-0.015	0.006
Si	5.784	7.758	8.855	-0.003	0.009	0.007
Si	5.784	11.605	8.866	-0.001	-0.011	0.009
Si	9.641	15.432	8.818	0.004	-0.001	-0.005
Si	9.661	3.89	8.803	-0.008	-0.003	-0.004
Si	9.656	7.755	8.8	-0.002	0.012	-0.003
Si	9.647	11.61	8.811	-0.004	0.002	-0.009
Si	13.534	15.428	8.832	-0.005	-0.005	0
Si	13.538	3.886	8.827	-0.008	-0.004	0.002
Si	13.534	7.756	8.831	0.002	0.01	-0.002
Si	13.529	11.605	8.839	0.005	0.003	-0.004
Si	0.07	15.424	10.216	-0.014	-0.009	-0.009
Si	0.067	3.889	10.219	-0.019	-0.001	-0.007
Si	0.079	7.747	10.2	-0.023	0.007	-0.008
Si	0.073	11.611	10.211	-0.02	0.007	-0.007
Si	3.865	15.429	10.269	0.015	0.002	0.007
Si	3.852	3.898	10.237	0.008	-0.005	0
Si	3.858	7.775	10.24	0.003	-0.006	0.006
Si	3.853	11.62	10.245	0.005	-0.005	0.013
Si	7.715	15.444	10.187	0.004	-0.002	0.002
Si	7.734	3.872	10.158	-0.001	0.004	-0.002
Si	7.738	7.758	10.165	0.007	-0.015	0.004
Si	7.733	11.613	10.188	0.007	0.014	0.005
Si	11.585	15.412	10.144	0.009	0.008	-0.016
Si	11.596	3.879	10.147	0.01	0.004	-0.014
Si	11.585	7.765	10.146	0.013	-0.005	-0.009
Si	11.577	11.605	10.155	0.013	0.01	-0.009
O	14.594	11.982	28.115	0.139	-0.033	-0.138
O	6.196	8.018	29.265	-0.071	0.387	-0.214
O	5.988	11.146	29.276	-0.026	-0.273	-0.087
O	8.599	11.316	29.082	0.225	-0.039	-0.49
O	11.009	11.276	29.985	-0.031	0.128	-0.245
O	14.801	2.209	18.548	0.051	0.17	0.19
O	3.78	2.26	18.556	0.22	0.124	0.123
O	-0.403	7.371	21.046	-0.142	-0.123	-0.556
O	5.926	13.544	17.544	0.097	-0.159	0.532
O	1.628	1.369	19.654	0.229	-0.385	0.18
O	2.304	6.037	17.527	-0.347	0.299	-0.199
O	5.927	7.476	19.023	-0.141	0.012	0.207
O	5.333	9.804	18.001	0.115	0.267	0.099
O	13.08	10.85	19.314	0.096	0.539	0.033
O	8.432	6.21	23.888	0.432	0.42	0.006
O	6.841	5.41	17.79	0.065	-0.496	0.07
O	9.284	6.369	17.551	0.049	0.444	0.1
O	3.766	4.365	23.307	-0.361	0.206	0.027
O	11.125	13.152	18.219	0.145	-0.432	0.151
O	6.971	7.953	22.608	0.207	0.074	0.023
O	6.742	1.866	25.711	-0.437	0.085	-0.702
O	14.425	10.627	21.643	0.193	-0.048	-0.393
O	8.562	2.194	18.088	0.47	-0.492	0.164
O	14.5	14.617	27.701	0.087	0.039	-0.256
O	14.737	6.865	27.687	-0.226	0.102	-0.286
O	7.102	5.458	21.76	0.459	0.083	-0.204
O	14.582	9.372	28.623	0.151	-0.107	-0.649
O	2.956	14.599	22.756	-0.215	0.117	-0.09
O	7.127	5.679	28.728	0.065	0.019	-0.379
O	8.997	10.351	25.178	-0.188	-0.179	-0.35
O	1.802	6.323	20.086	0.328	-0.201	0.344
O	14.52	5.229	25.557	-0.297	0.195	-0.019
O	8.551	13.871	18.158	0.108	0.274	0.407
O	5.36	4.998	19.867	-0.197	-0.239	0.042
O	8.335	7.756	27.562	-0.269	0.363	-0.498
O	0.677	10.135	23.6	0.099	-0.319	-0.299
O	6.987	3.284	27.857	-0.28	-0.346	-0.063
O	11.739	12.71	24.064	-0.05	-0.142	-0.162
O	14.401	5.884	23.078	0.181	0.023	-0.225
O	10.83	3.97	27.769	0.178	0.359	-0.396
O	-0.193	3.422	23.63	0.517	0.044	0.254
O	10.164	14.495	27.619	0.075	-0.113	0.048
O	7.157	11.312	26.919	-0.288	-0.272	-0.065
O	6.62	15.913	27.96	-0.046	0.443	0.198
O	13.51	12.868	25.97	-0.06	0.488	-0.237
O	9.408	10.963	22.101	-0.348	-0.254	-0.013
O	3.952	5.308	25.78	0.467	-0.49	0.112
O	10.86	8.984	21.088	-0.52	-0.009	-0.036
O	14.708	15.376	19.909	-0.447	0.039	0.255
O	2.842	15.769	25.111	-0.183	0.291	0.201
O	1.152	1.166	23.202	-0.14	-0.288	0.186
O	2.747	9.228	17.778	-0.098	-0.351	-0.16
O	10.649	6.688	19.804	-0.218	0.084	0.197
O	-0.507	4.245	27.906	-0.261	0.143	-0.337
O	13.842	1.204	23.073	0.123	-0.241	0.162
O	14.652	1.719	28.65	0.105	0.058	-0.356
O	5.295	15.04	25.835	0.127	-0.312	-0.217
O	6.407	9.533	20.476	-0.013	0.696	0.148
O	7.975	14.953	25.982	0.02	-0.127	-0.58
O	2.661	12.014	27.975	-0.052	0.364	0.083
O	3.207	1.864	28.803	0.133	-0.075	-0.541
O	3.105	3.14	21.013	-0.049	0.45	0.054
O	-0.201	2.31	21.195	-0.21	0.67	-0.201
O	2.935	9.449	28.633	0.107	0.008	-0.581
O	0.79	13.121	26.391	0.084	0.148	-0.273
O	11.621	1.842	18.412	0.147	0.158	0.283
O	9.774	6.054	26.135	0.295	-0.083	-0.05
O	13.907	12.953	20.501	-0.126	0.406	0.067
O	10.404	15.182	19.612	0.118	-0.068	0.06
O	10.121	4.188	24.302	-0.015	-0.097	-0.536
O	1.427	5.587	26.631	0.004	-0.003	-0.201
O	1.905	7.939	22.134	-0.208	-0.198	0.519
O	2.094	10.977	25.634	-0.044	-0.313	0.173
O	1.25	8.945	19.862	0.119	0.007	0.227
O	12.248	1.262	20.892	0.533	0.182	-0.14
O	11.811	14.955	22.794	0.232	-0.155	-0.576
O	2.441	12.049	23.245	-0.349	0.222	-0.108
O	3.347	13.266	25.76	0.447	-0.325	-0.247
O	13.687	10.958	24.189	-0.083	-0.197	0.063
O	11.108	1.438	28.225	0.253	0.324	0.287
O	1.769	3.914	18.953	-0.219	-0.1	0.032
O	3.192	9.549	23.781	0.347	0.034	0.133
O	7.34	12.518	21.882	-0.302	0.36	-0.303
O	3.76	1.719	23.068	0.477	-0.091	-0.154
O	11.567	2.489	25.774	0.536	-0.539	0.031
O	7.088	12.106	24.454	-0.29	0.48	0.122
O	4.515	8.375	21.899	-0.175	-0.295	-0.466
O	11.647	10.858	25.855	0.204	-0.214	0.707
O	7.583	3.519	20.126	0.064	0.012	0.03
O	7.063	13.417	28.55	0.084	0.004	-0.352
O	10.537	8.519	26.124	0.469	0.245	0.058
O	14.019	8.526	23.209	-0.094	-0.128	0.548
O	6.016	2.089	17.37	0.059	-0.022	0.49
O	12.496	7.013	21.649	-0.153	-0.275	0.139
O	12.705	4.164	24.057	-0.002	0.267	-0.122
O	9.847	2.181	20.357	-0.213	0.065	0.786
O	3.34	12.728	20.907	0.255	-0.083	0.038
O	3.302	6.998	27.75	0.438	0.194	-0.495
O	1.958	11.318	19.046	0.108	0.027	0.115
O	3.244	4.373	28.052	0.024	-0.103	0.024
O	5.977	10.404	22.847	0.03	-0.02	0.45
O	5.82	5.931	23.988	0.066	0.099	0.498
O	3.363	13.465	18.417	-0.143	0.302	0.329
O	9.487	12.817	20.291	-0.098	-0.531	0.044
O	7.856	4.294	25.576	-0.537	0.232	-0.045
O	9.12	2.254	26.712	-0.041	-0.444	0.049
O	11.016	9.628	23.648	0.429	-0.453	0.088
O	3.304	15.001	27.628	0.083	-0.104	-0.112
O	1.091	13.562	19.872	0.224	0.05	0.148
O	-0.123	5.701	18.401	-0.422	-0.092	0.425
O	9.585	13.524	22.827	-0.233	0.142	0.22
O	11.346	2.122	23.195	-0.396	0.007	-0.165
O	7.869	9.292	18.358	0.465	-0.242	0.513
O	12.702	8.249	19.308	0.338	-0.431	0.046
O	3.437	6.938	23.885	-0.395	0.059	0.334
O	9.184	12.705	26.025	0.287	-0.085	0.362
O	11.952	11.306	21.648	-0.271	0.452	-0.066
O	4.967	12.845	22.977	0.148	0.145	-0.129
O	10.396	14.79	25.004	0.209	0.74	-0.128
O	5.594	3.242	21.816	0.311	-0.501	0.047
O	9.874	4.327	18.969	0.001	0.003	0.168

Results
total energy: -87286.927 eV
total energy less fixed offsets of O -438.35, Si -107.03 eV per atom: 3.023 eV
